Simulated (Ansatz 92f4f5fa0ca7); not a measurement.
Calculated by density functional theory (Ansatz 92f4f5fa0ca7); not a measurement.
Periodic cell of 256 atoms, Si144O112, from a study of silicon, its oxide and their interface. The atomic structure is a simulated model.
This geometry differs little from another in the collection (a relaxation step or a small displacement).

Settings: functional r2SCAN; potential files Ansatz PAW; basis plane waves; wave-function cutoff 800 eV; density cutoff ratio 5; exchange-correlation grid ratio 1; k mesh 1 x 1 x 1, shifted by 0.5 0.5 0 of a step; self-consistency stop 1e-10 eV per atom in the density residual; occupations fixed; spin none; net charge 0.

Cell vectors (angstrom)
a 10.887 0 0
b 0 10.887 0
c 0 0 35.7378

Atoms: element, x, y, z (angstrom)
Si -5.3374 -0.0313 -0.3639
Si 5.5637 2.8734 2.8803
Si -3.5542 11.1159 -5.6412
Si 5.1506 5.9712 0.0779
Si -0.3743 -7.5139 -3.2703
Si 2.7222 3.2979 -0.8757
Si 9.2571 3.9739 1.5035
Si 11.7026 7.4628 -1.1636
Si 4.2309 3.288 -3.4924
Si -0.7444 -0.8527 1.5378
Si 2.9454 5.3786 2.9953
Si 4.0126 9.5761 1.0403
Si 5.7172 5.9528 -7.1833
Si 11.5828 1.0411 1.4055
Si -0.6748 6.5232 -2.7213
Si 13.5288 10.9517 2.472
Si -0.0793 2.7592 2.8027
Si 5.3919 -2.4952 2.6884
Si 0.1562 8.2248 2.7684
Si 4.2799 4.1961 1.445
Si 8.2479 0.1089 2.6232
Si 7.0537 1.8125 1.4614
Si 8.0956 5.5399 2.8031
Si 6.7644 6.9613 1.4775
Si 1.3958 4.0452 4.1253
Si 4.0592 1.3858 3.9383
Si 1.4797 9.591 4.0968
Si 4.2172 6.9096 4.1826
Si 6.8376 4.206 4.2727
Si 9.4849 1.4024 4.1773
Si 6.8464 9.6555 4.004
Si 9.5741 6.8847 4.0474
Si 0.0193 0.006 5.4496
Si 2.7379 2.6698 5.4289
Si 0.0202 5.4665 5.4019
Si 2.7658 8.206 5.4937
Si 5.436 0.0637 5.3612
Si 8.1545 2.7539 5.5537
Si 5.4847 5.5359 5.5948
Si 8.1634 8.2241 5.3777
Si 1.3841 1.3445 6.8086
Si 4.0614 4.068 6.8058
Si 1.3654 6.7946 6.7994
Si 4.158 9.5555 6.7861
Si 6.7256 1.3798 6.8241
Si 9.5674 4.1262 6.8073
Si 6.9002 6.8685 6.8551
Si 9.4992 9.5319 6.7903
Si 0.0129 2.7335 8.1284
Si 2.7617 -0.0159 8.1355
Si -0.0788 8.0937 8.1326
Si 2.7069 5.4001 8.1804
Si 5.3756 2.7075 8.2156
Si 8.0958 -0.0051 8.1564
Si 5.4797 8.1756 8.1673
Si 8.2031 5.4393 8.1967
Si 1.3344 4.0326 9.5535
Si 4.0262 1.3318 9.6056
Si 1.3487 9.4626 9.345
Si 4.1512 6.7375 9.4855
Si 6.7891 4.069 9.5003
Si 9.4701 1.4118 9.4344
Si 6.7695 9.5044 9.5791
Si 9.5143 6.7369 9.6256
Si -0.0334 -0.0406 10.601
Si 2.5935 2.6376 10.9698
Si -0.0135 5.3175 10.9797
Si 2.6666 8.0712 10.677
Si 5.3732 -0.0632 10.962
Si 8.119 2.7309 10.8832
Si 5.4784 5.3646 10.9357
Si 8.0676 8.074 10.9394
Si 1.142 1.1752 12.2036
Si 4.0128 4.01 12.2453
Si 3.1166 5.7789 13.5609
Si 3.8568 9.4164 12.1548
Si 8.5525 0.1165 13.4196
Si 8.5621 5.7421 13.8281
Si 4.6861 7.6347 13.4045
Si 9.5878 9.4939 11.9806
Si 2.5373 4.926 15.8138
Si 4.7638 1.104 16.0819
Si 0.3882 8.4839 13.2725
Si 1.4403 6.73 12.1683
Si -0.067 -4.5272 21.1002
Si 2.0374 -0.6323 13.4384
Si 7.4723 10.9885 17.4506
Si 9.4776 4.0021 12.4012
Si -0.6963 1.9647 13.4917
Si 1.3248 9.0323 17.889
Si 2.1053 10.9631 15.6864
Si 6.7547 6.7455 12.4496
Si 5.8437 -0.8576 19.5558
Si 7.1199 1.6347 19.7676
Si 4.0488 -2.8658 18.5263
Si 6.5843 4.7812 15.6054
Si -15.2627 4.8568 31.1399
Si 26.1655 -6.9124 17.2411
Si -0.8013 21.6978 29.3504
Si 3.6802 11.8231 26.252
Si -18.6636 31.232 30.5484
Si 22.0828 13.4962 19.0962
Si 16.5377 -17.1006 23.3395
Si -6.637 18.2803 23.6849
Si -7.8811 2.8873 23.8959
Si -0.6216 16.7349 26.4948
Si 21.3294 -13.0617 25.322
Si 12.0065 -0.0024 20.5158
Si -2.5047 14.1882 23.3869
Si -13.1378 15.1247 30.379
Si -0.3851 20.3375 35.0183
Si -5.4499 -1.0029 22.3312
Si 3.0364 0.9536 21.5003
Si -7.0487 30.0414 28.571
Si -5.1654 29.5058 15.975
Si 0.5865 5.4996 35.8189
Si 14.0152 3.6196 20.0154
Si -9.8871 13.0413 15.9979
Si -19.1253 19.8951 25.8443
Si -14.1035 -13.0259 34.9647
Si 7.0174 17.4333 33.4547
Si -16.7564 11.2136 32.1984
Si 12.5339 6.7149 37.4447
Si 20.5192 -5.7084 19.4055
Si -13.3981 10.3267 26.7335
Si 29.0477 26.1575 20.8467
Si -16.3666 2.6086 13.5185
Si -2.4712 -1.4884 15.3128
Si -14.9306 -9.6192 12.2431
Si -10.4384 -13.5834 30.6914
Si -7.7925 -25.1082 35.7388
Si 9.8853 -3.3735 14.8888
Si 10.1374 9.0565 22.3076
Si 12.7502 3.7423 30.4509
Si 2.0262 1.1135 28.961
Si 11.3483 -16.3047 29.4058
Si -4.1548 -2.1995 28.517
Si -13.8248 22.2349 22.4996
Si 7.7385 4.1134 27.3923
Si 10.8353 -4.2829 16.9064
Si 6.8022 -9.6789 27.141
Si 0.558 1.4032 34.7026
Si -7.9107 6.4216 20.9644
Si 11.1529 -6.2687 23.8417
O 4.308 -19.396 -18.7803
O 7.5423 -12.7777 -8.5747
O -2.8385 5.3832 -15.906
O -3.0109 -3.1872 0.459
O -9.8267 -1.6728 -10.1003
O -4.8081 -7.1719 -21.2212
O 6.2295 0.559 -19.246
O 22.9356 9.9825 -19.1422
O 6.0194 -9.4769 0.2423
O -17.4904 -15.0847 -7.4043
O 24.1149 13.5262 -6.3728
O 15.1493 9.8869 -4.1136
O -19.9529 19.694 -4.4086
O 22.2638 -19.5106 -18.2027
O 17.8249 -0.8514 -0.1899
O -4.7672 -16.1213 34.4898
O -4.8974 4.3403 17.0442
O 5.2046 7.5539 17.4929
O 3.9164 7.009 19.7774
O 8.4084 14.6919 21.849
O 11.1913 -21.9214 34.2458
O -14.9981 33.7027 28.79
O -13.6206 -5.9107 15.2853
O 4.421 20.3883 19.0474
O -4.7288 9.3235 20.9753
O -10.6819 1.2514 19.9801
O -2.2469 17.2293 33.4945
O -13.5051 3.696 28.8802
O -0.3463 2.1535 15.0895
O 17.7083 -3.7743 28.8486
O 11.0391 7.9304 17.8426
O 11.1386 16.3793 25.1882
O -13.8665 1.374 18.3652
O 16.4414 5.0333 29.8528
O 4.0397 -6.7323 18.8013
O 0.122 16.3912 22.4887
O -15.2788 -4.633 31.9668
O -32.952 9.3799 29.8975
O -14.7399 19.5312 15.8015
O 32.0508 18.4018 31.7136
O -30.8047 3.4607 15.5213
O -2.1823 -11.3456 16.5754
O -15.0839 3.1592 19.9709
O -18.4347 39.7382 22.3878
O -5.693 -1.7669 28.2506
O -1.4335 -0.2601 27.893
O 11.3131 22.7134 29.123
O 1.4373 6.7733 20.6047
O 19.757 37.659 26.6145
O -39.4052 1.6837 31.999
O 17.3435 21.8325 22.9929
O -7.2641 2.1924 20.59
O -1.8185 -1.7296 34.2803
O -8.2095 8.1654 17.7267
O -11.9019 5.2688 30.0917
O 2.6462 11.8115 27.4909
O -1.0664 25.4693 23.9986
O -5.1084 -7.1774 32.0221
O 1.3374 -33.6672 19.2546
O -29.3933 13.0915 25.3351
O 3.8342 3.6926 33.7689
O 7.008 -1.1028 18.4588
O -12.9325 -0.8808 22.4976
O -16.5214 33.74 26.6475
O -1.9661 -10.3484 30.3155
O -2.5278 12.566 23.4851
O -26.7108 -4.6415 15.389
O 36.2871 -0.0176 16.3184
O -0.2172 -5.923 32.8153
O -6.5029 14.55 23.4792
O -20.1762 14.3655 19.5362
O -4.5317 -5.8891 27.4061
O -6.2554 19.2005 14.9401
O 3.287 18.7094 24.9185
O -22.1739 -19.3799 33.7809
O -10.6149 -27.2168 27.79
O -0.9683 14.4473 19.3794
O 10.0405 -17.0566 36.0023
O -0.9079 29.5255 21.3442
O 16.0761 6.0941 24.0035
O 3.2226 4.1215 31.2734
O -1.6998 -7.6881 31.5251
O -9.9344 -25.6718 29.7242
O 12.2549 -5.0623 16.5753
O 2.641 -9.2127 22.8931
O 23.8497 1.8952 34.3689
O -8.1874 -10.8899 29.8976
O 4.6884 12.3926 14.5098
O -3.6105 20.4093 29.7774
O 31.0902 -1.0007 25.4812
O 17.8983 14.8878 24.0002
O -20.0814 14.7307 23.8605
O 11.7917 13.8809 31.5477
O -8.1146 30.3809 27.4085
O 7.9896 11.9373 20.9913
O 5.185 -23.9926 23.3413
O 3.4433 -11.3841 25.5074
O -0.9918 27.4502 17.8681
O -6.7961 21.546 21.8749
O 10.0282 -3.4319 26.2873
O 17.3246 0.5215 31.4122
O -3.4948 13.5638 26.7126
O -4.1612 8.0976 33.8249
O 29.954 13.7684 36.6266
O 16.6417 -10.134 19.7025
O 10.4794 19.2739 23.7378
O -4.8168 15.8617 21.7717
O -10.489 -0.8527 21.6997
O 5.2117 -21.6545 33.7987
O 3.163 4.8174 21.1028
O -9.2955 15.331 35.0395
O 3.4028 -7.8008 36.3132

Results
free energy: -155980.286 eV
free energy less fixed offsets of O -570.45, Si -639.56 eV per atom: 6.754 eV

Forces (eV/angstrom), in the order of the atoms: element, x, y, z
Si -0.0431 0.0343 0.1022
Si 0.0067 0.0041 -0.0026
Si 0.0031 0.0099 0.0201
Si -0.0394 -0.0111 0.0402
Si -0.0044 0.0101 0.0728
Si -0.0272 0.0131 0.0741
Si -0.0117 -0.0084 0.0695
Si 0.0537 -0.0003 0.0934
Si -0.0109 -0.0131 0.0407
Si -0.004 -0.0062 -0.001
Si -0.0033 0 -0.0156
Si -0.0007 0.0238 -0.009
Si -0.0007 0.0035 -0.0432
Si -0.0025 0.0197 -0.0039
Si -0.0407 0.0304 -0.1508
Si 0.0096 -0.0032 0.0077
Si 0.0065 0.0054 -0.0135
Si -0.0121 -0.0105 -0.0137
Si -0.0116 0.0056 0.0001
Si 0.0149 0.0043 0.0228
Si -0.0111 -0.0008 0.0021
Si 0.0186 0.0073 0.05
Si 0.0024 -0.0125 -0.0078
Si -0.0114 0.0123 0.0144
Si -0.0068 -0.0044 0.0014
Si -0.0033 0.0045 -0.0026
Si 0.0071 -0.0008 -0.0014
Si -0.0044 0.0104 0.0032
Si 0.0006 0.0017 0.0048
Si -0.003 0.0012 0.0071
Si 0.0032 0.0026 0.0041
Si -0.0064 -0.0003 -0.0051
Si -0.0087 0.0014 0.0041
Si 0.0022 0.0019 0.0048
Si 0.0021 0.0026 0.0009
Si 0.0007 0.0019 0.0001
Si -0.0016 0.0017 0.001
Si -0.0033 0.002 -0.0006
Si 0.0011 -0.0084 -0.0015
Si 0.0016 0.0006 0.0023
Si 0.0018 0.0019 0.0054
Si -0.0025 0.0027 0.0052
Si -0.0005 -0.0007 0.0056
Si -0.0001 0.0023 0.0038
Si 0.0025 0.0013 0.0027
Si -0.0011 -0.002 0.0032
Si -0.0018 0.0055 0.0042
Si -0.0016 0.0037 0.0052
Si -0.0005 -0.001 0.0056
Si -0.0013 0.0034 0.0057
Si -0.002 0.0006 0.0083
Si 0.0008 0.0015 0.0083
Si 0.0013 -0.0005 0.0037
Si 0.002 0.0013 0.0063
Si -0.0004 -0.0003 0.0059
Si -0.0038 -0.0018 0.0056
Si 0.004 -0.0002 -0.0024
Si -0.0042 -0.0008 -0.0001
Si 0.0019 0.0046 0.0015
Si -0.0015 -0.0048 0.0009
Si 0.0036 0.0025 -0.0021
Si -0.0043 0.0006 -0.0012
Si 0.0025 0.0088 0.0019
Si 0.0013 0.002 0.0028
Si -0.0022 0.0071 0.0062
Si -0.0003 -0.004 0.0014
Si -0.0037 0.0002 0.0022
Si 0.0018 -0.0017 0.0034
Si -0.0032 -0.0022 0.0045
Si -0.0039 -0.0072 -0.0016
Si -0.0136 0.0074 0.0023
Si -0.0019 -0.0004 -0.0031
Si -0.0053 0.0005 -0.0057
Si 0.0043 0.0089 -0.005
Si 0.0019 0.0047 -0.0105
Si -0.0114 0.0054 -0.0079
Si -0.0107 0.0204 -0.0132
Si -0.0141 -0.0225 0.0395
Si -0.0073 0.0026 0.0427
Si 0.0065 -0.0014 -0.0032
Si -0.0012 -0.0145 0.0536
Si 0.0183 0.0141 0.0411
Si 0.0057 -0.0105 -0.0096
Si 0.0071 0.0081 -0.0099
Si -0.019 -0.0095 -0.0305
Si 0.0011 -0.0034 -0.013
Si -0.0298 0.0143 0.0521
Si -0.0016 0.0042 -0.0009
Si 0.0044 0.0049 0.0526
Si 0.0028 -0.0228 0.0027
Si -0.0018 0.0098 0.0351
Si -0.0021 -0.0049 0.0041
Si 0.0105 -0.0323 -0.018
Si 0.0153 0.0134 -0.0169
Si 0.0001 0.011 0.0142
Si -0.0311 -0.0107 0.0406
Si -0.0133 0.0212 0.0216
Si -0.023 0.0282 0.0129
Si -0.0123 -0.0177 0.0176
Si 0.0167 0.0137 -0.0768
Si -0.0149 0.0124 0.0244
Si -0.021 -0.0034 0.0082
Si 0.0075 -0.001 -0.0488
Si 0.0129 -0.0043 -0.0673
Si -0.0144 0.0114 -0.0589
Si 0.0118 0.0083 -0.049
Si -0.0033 0.0087 -0.0634
Si 0.0069 0.0207 -0.0013
Si -0.002 0.0111 -0.0577
Si 0.0284 0.0056 -0.0056
Si 0.016 0.0356 0.0523
Si 0.0173 -0.0029 -0.0513
Si -0.0162 0.0033 -0.0339
Si -0.0011 -0.0173 -0.0116
Si -0.0067 -0.0112 0.0597
Si -0.0219 -0.0221 0.0062
Si 0.0325 0.0022 -0.003
Si 0.023 0.0188 0.0641
Si -0.0136 -0.002 -0.0726
Si 0.0123 0.0036 0.0512
Si -0.0281 0.013 0.0822
Si 0.0193 -0.0009 0.0859
Si -0.0065 0.0212 -0.0355
Si 0.0085 0.0228 -0.0052
Si -0.0487 0.0474 -0.0979
Si 0.0092 0.0031 -0.0414
Si 0.0016 0.0113 0.058
Si -0.0313 -0.0186 0.0765
Si 0.0126 0.0033 -0.0091
Si -0.0614 -0.0124 0.0227
Si 0.0208 -0.0086 -0.0088
Si -0.004 0.0262 -0.0162
Si -0.0052 0.002 -0.0399
Si -0.0052 0.0013 0.0229
Si -0.0069 -0.0264 -0.0231
Si 0.0121 0.0319 -0.0181
Si 0.0118 0.012 -0.0322
Si 0.0001 0.007 -0.0479
Si -0.0048 -0.0029 -0.0698
Si 0.0131 -0.0336 0.0612
Si 0.0162 -0.0032 -0.0271
Si -0.0068 -0.0589 0.0897
Si -0.0032 -0.0115 -0.0239
Si 0.0188 -0.0092 -0.0618
O -0.0083 -0.0347 0.0092
O -0.0551 -0.0893 0.039
O 0.0039 -0.011 0.007
O -0.0047 0.0175 -0.048
O 0.0089 0.0016 0.0365
O -0.0097 -0.023 -0.0476
O -0.0003 -0.0127 -0.0082
O 0.0035 -0.0088 -0.0092
O -0.0263 -0.0254 -0.0625
O 0.0039 -0.0029 0.0073
O 0.004 0.0109 -0.0038
O -0.0095 -0.0219 -0.0052
O 0.0355 0.0133 -0.0025
O 0.0095 -0.0112 -0.0438
O 0.0493 -0.0341 -0.0069
O 0.0442 -0.0014 -0.073
O 0.0172 0.0045 -0.0302
O 0.0149 -0.0041 -0.0341
O 0.0027 0.0006 0.0053
O -0.0003 -0.0067 0.0296
O 0.0001 0.022 -0.0416
O 0.0094 -0.0036 0.012
O 0.0131 0.0153 -0.0441
O -0.0032 -0.0128 0.0163
O -0.0037 0.0019 0.0184
O 0.0015 -0.0024 0.0046
O 0.0041 0.0177 0.019
O -0.007 -0.0055 0.0205
O -0.0324 -0.0038 -0.0831
O 0.007 -0.0098 0.0057
O 0.0017 -0.0001 -0.0093
O -0.0052 0.0102 0.0487
O 0.0042 -0.0107 -0.0038
O 0.0008 -0.0182 0.0078
O 0.0157 -0.0089 -0.0184
O 0.0019 -0.0109 0.0305
O 0.0058 -0.0176 -0.0336
O 0.0214 -0.0253 0.0201
O 0.0286 0.0162 -0.035
O 0.0488 -0.0094 0.059
O -0.0063 -0.0171 -0.0092
O 0.0125 -0.0296 -0.0554
O 0.0062 -0.0005 0.0069
O 0.0081 0.0012 0.0267
O 0.0087 0.0051 0.0042
O 0.0475 0.0413 0.0615
O 0.0391 0.0337 -0.0008
O 0.0181 0.006 0.0002
O -0.0132 -0.0066 0.0269
O -0.0057 0.007 -0.0158
O -0.0094 0.0012 0.0195
O 0.0126 0.007 0.0145
O -0.0305 -0.0101 -0.0256
O -0.0088 0.0082 -0.0108
O -0.0063 -0.0146 -0.0024
O -0.0098 -0.0011 0.0353
O 0.0029 -0.0023 0.0207
O 0.006 0.014 -0.0082
O -0.0021 -0.0185 -0.0117
O 0.0029 -0.0227 0.05
O 0.0158 -0.0019 -0.0446
O 0.0068 0.0088 -0.0209
O 0.007 -0.0172 0.027
O -0.0263 -0.0032 0.0043
O -0.0048 0.0207 0.0138
O 0.0001 0.0159 0.0237
O 0.0065 0.0172 -0.0395
O -0.0258 0.0053 -0.0246
O 0.0292 -0.0791 -0.0151
O -0.0029 -0.0071 0.0124
O -0.0123 0.0081 0.0142
O 0.008 -0.0048 0.0239
O -0.0044 -0.007 -0.0663
O -0.0057 0.0085 0.0324
O -0.0173 0.0434 -0.0639
O 0.0029 -0.003 -0.016
O -0.0005 -0.0095 -0.0021
O 0.0389 0.0173 -0.051
O 0.0001 0.0063 0.0186
O 0.0009 0.0083 0.021
O 0.0095 0.0055 -0.0123
O -0.002 0.0034 -0.0047
O 0.0074 -0.0268 -0.022
O -0.0094 0.0048 -0.006
O 0.0088 0.0111 0.0271
O 0.025 0.0117 -0.0363
O 0.0086 0.0088 -0.0096
O 0.0028 0.0152 -0.0508
O 0.0035 -0.0502 0.0123
O 0.0194 -0.0178 -0.0182
O -0.0012 -0.0004 0.0215
O 0.0045 -0.001 0.0126
O 0.0132 0.0054 -0.0135
O 0.0113 0.0019 0.0407
O 0.0049 -0.0074 0.0129
O -0.0075 -0.0175 0.0379
O 0.0015 0.0063 0.0259
O 0.0128 0.0236 -0.0286
O -0.0076 -0.0028 0.0025
O -0.003 0.0028 0.0261
O 0.007 0.002 -0.0143
O 0.0111 0.0217 0.0181
O 0.0003 -0.0224 -0.019
O -0.0065 -0.0048 -0.0361
O -0.0195 0.0062 0.0181
O -0.0028 -0.0118 0.0273
O -0.0046 0.0009 0.0266
O -0.0011 -0.0017 0.0187
O -0.0118 0.0132 -0.1096
O 0.0111 0.0068 0.0134
O 0.0122 -0.0163 -0.0116
O -0.0269 -0.0119 -0.0402

The program warned: the cutoff lies below the one the program advises for these potential files; the forces do not sum to zero within the program's tolerance; empty levels may hold ghost states of the PAW files; the exchange-correlation potential is rough where the density is thin.
